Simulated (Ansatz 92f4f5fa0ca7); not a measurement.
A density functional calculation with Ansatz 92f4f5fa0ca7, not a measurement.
Periodic cell of 220 atoms, Si132O88, from a study of silicon, its oxide and their interface. The atomic structure is a simulated model.
This geometry differs little from another in the collection (a relaxation step or a small displacement).

Settings
functional: r2SCAN
potential files: Ansatz PAW
basis: plane waves
wave-function cutoff: 800 eV
density cutoff ratio: 5
exchange-correlation grid ratio: 1
k mesh: 1 x 1 x 1, shifted by 0.5 0.5 0 of a step
self-consistency stop: 1e-10 eV per atom in the density residual
occupations: fixed
spin: none
net charge: 0

Cell vectors (angstrom)
a 10.888 0 0
b 0 10.888 0
c 0 0 32.0899

Atoms: element, x, y, z (angstrom)
Si -0.2862 0.7886 0.3183
Si 0.4607 0.8764 -1.8733
Si -0.0615 5.4558 -0.2117
Si 3.1597 7.8492 0.0167
Si 5.9182 -0.382 0.0676
Si 8.6715 2.3973 0.258
Si 5.404 5.6732 -0.2902
Si 7.6623 8.7954 0.1823
Si 1.4995 1.6165 1.6307
Si 3.7607 3.7324 1.5047
Si 1.4003 6.7563 1.1949
Si 4.1961 9.4999 1.3449
Si 6.8927 1.3192 1.3904
Si 9.6511 4.1468 1.4166
Si 6.7878 6.8535 1.3008
Si 9.5581 9.7387 1.3288
Si 0.0439 2.8632 2.9375
Si 2.7754 -0.0308 2.7108
Si 0.0413 8.2006 2.5543
Si 2.6342 5.4071 2.7286
Si 5.4455 2.6448 2.7309
Si 8.1962 0.0189 2.8463
Si 5.4555 8.1295 2.7775
Si 8.1741 5.4947 2.6523
Si 1.3839 4.1677 4.265
Si 4.1252 1.296 4.1257
Si 1.3665 9.5092 4.0228
Si 4.0432 6.7739 4.0597
Si 6.7965 4.1031 4.0173
Si 9.5363 1.4105 4.1589
Si 6.8274 9.494 4.1329
Si 9.5565 6.8571 3.9967
Si 0.0306 -0.0072 5.4254
Si 2.7637 2.7 5.4766
Si -0.0375 5.5261 5.4825
Si 2.7087 8.1527 5.4197
Si 5.4662 -0.0415 5.4878
Si 8.1321 2.7648 5.4462
Si 5.4342 5.437 5.4121
Si 8.2158 8.1565 5.4475
Si 1.3749 1.3419 6.8085
Si 4.1094 4.0778 6.8153
Si 1.3502 6.8384 6.8224
Si 4.0816 9.4906 6.8021
Si 6.8105 1.3619 6.808
Si 9.5028 4.113 6.7987
Si 6.8121 6.7917 6.7764
Si 9.5595 9.5355 6.8029
Si -0.0281 2.7127 8.132
Si 2.7295 -0.0322 8.1559
Si 0.0148 8.1858 8.1825
Si 2.6958 5.4266 8.1515
Si 5.4538 2.7111 8.1672
Si 8.192 0.01 8.152
Si 5.46 8.1518 8.1582
Si 8.149 5.4429 8.1639
Si 1.312 4.0559 9.5096
Si 4.0685 1.3527 9.4945
Si 1.3775 9.5215 9.5421
Si 4.0725 6.7852 9.4891
Si 6.8362 4.0422 9.5196
Si 9.5311 1.3611 9.538
Si 6.837 9.5383 9.5094
Si 9.5168 6.8152 9.4976
Si 0.0159 -0.0007 10.8821
Si 2.653 2.6575 10.8517
Si -0.0733 5.4162 10.8637
Si 2.735 8.1442 10.8839
Si 5.4786 0.0473 10.838
Si 8.1788 2.7014 10.9396
Si 5.4341 5.3952 10.7945
Si 8.212 8.1864 10.882
Si 1.3349 1.3032 12.3087
Si 4.0573 4.0176 12.1054
Si 1.3045 6.7579 12.179
Si 4.1468 9.5641 12.1542
Si 6.7776 1.3821 12.3062
Si 9.4948 4.077 12.3312
Si 6.8074 6.7593 12.1057
Si 9.5942 9.5477 12.278
Si 0.0831 2.7946 13.6942
Si 2.7993 -0.077 13.6012
Si 0.0558 8.1249 13.628
Si 2.7156 5.3783 13.4284
Si 5.3355 2.7579 13.6185
Si 8.121 -0.0529 13.6181
Si 5.4977 8.1532 13.4255
Si 7.9882 5.4179 13.6235
Si 1.7762 3.8349 14.9163
Si 3.8868 1.4942 15.0018
Si 1.8453 9.1024 14.9053
Si 4.043 6.8314 14.6068
Si 6.1552 4.5406 14.956
Si 8.966 1.122 15.4415
Si 7.0504 9.1612 14.8401
Si 9.2596 6.973 14.8056
Si 26.1274 -40.0786 25.1857
Si 11.0236 10.4444 17.2119
Si 4.4016 0.5034 21.2209
Si 12.0911 -12.8404 29.9189
Si 13.0371 -6.0899 26.8667
Si 10.6916 12.5335 19.2486
Si -27.647 11.6141 26.4028
Si 2.4076 7.9878 23.0423
Si 13.1874 10.1224 25.405
Si 17.1382 -9.1349 19.189
Si 11.1482 5.6523 16.9896
Si 0.3574 -5.0682 23.0163
Si -0.34 3.7754 25.3082
Si 9.0681 14.3826 27.7864
Si 9.5403 -0.1638 21.6022
Si 9.1836 -28.5498 18.5403
Si 1.2546 -24.8374 27.0912
Si 2.9533 -30.029 22.7089
Si -4.1617 9.8432 22.4265
Si 16.7935 -9.9881 29.3164
Si 48.9795 -11.202 17.1901
Si 9.3031 8.6115 27.3019
Si 11.1273 -18.4271 21.5413
Si -16.6863 18.3115 21.5004
Si -28.85 8.9633 19.3096
Si 10.8735 -2.882 21.38
Si 20.2868 7.6687 30.1791
Si 7.6521 -11.7444 25.3432
Si -2.8272 3.3327 21.0608
Si 5.4222 15.307 22.5206
Si -2.0074 22.368 28.4433
Si 21.2864 0.6637 24.5166
Si 11.7538 -2.8874 18.6309
Si 0.9112 -18.0151 29.4333
Si 28.8128 -18.4395 16.7549
Si 17.8898 3.6956 29.9424
O -3.1261 4.0829 -3.5368
O -15.508 -5.8619 -1.535
O -0.3263 -5.9895 -7.9451
O 4.2938 -4.0526 -0.6523
O 7.1069 -23.2006 -8.1435
O 14.5396 0.0951 -6.3415
O 22.6252 -6.2955 -1.2616
O -0.9156 17.0915 -16.044
O 1.4412 -13.241 -10.2175
O 13.8658 7.9376 -16.7603
O 17.0098 -29.746 -14.0307
O 18.9267 -2.5676 -1.3471
O 15.4255 15.2838 0.2317
O 9.8406 0.9896 -2.4357
O 14.7971 7.7672 22.5437
O 1.1917 4.5725 16.2522
O 14.7177 -0.7528 20.4164
O 29.9376 4.3581 17.3302
O 20.8619 11.5583 20.3075
O -1.217 10.9513 16.4756
O 21.2414 14.6883 28.7191
O -12.8975 1.8987 27.4888
O -0.2621 -2.8272 26.5328
O 12.2016 -0.9132 16.2019
O 7.7576 1.9816 16.1462
O 23.8052 4.4088 28.4483
O 18.3804 2.0771 20.1886
O 35.8915 1.1813 22.0814
O 5.3163 4.3228 24.164
O 11.8062 32.7584 25.1585
O -10.2135 2.7155 20.1126
O -5.3922 5.8934 21.849
O 2.7973 -8.2351 15.4683
O 7.3879 -21.4471 28.9763
O 10.1223 2.1464 14.9543
O 17.2426 0.3718 18.3463
O 12.6341 -15.2291 23.5215
O 29.9093 13.9719 30.9391
O 27.2529 10.8646 22.3136
O 6.3866 -1.1065 16.1843
O -0.6098 -36.5348 22.5227
O 13.4065 -12.628 24.1456
O 4.5517 0.787 16.3494
O -1.854 0.0014 25.1479
O 9.8513 9.2003 21.2614
O 1.1467 -14.8804 17.4963
O -1.1671 6.2622 30.9375
O -8.4474 -24.0237 30.8859
O 13.1703 19.5386 18.9886
O 23.0521 7.8897 28.703
O 11.9554 3.8844 26.0916
O 12.2301 -8.0894 22.6018
O 5.9419 -8.3923 29.6496
O 6.348 -24.2263 21.7093
O 10.4874 5.0085 18.313
O 9.5987 13.4274 18.4632
O 17.3031 -0.0052 25.9758
O -7.6603 -19.0543 24.2964
O 6.8506 -7.149 22.0735
O 26.2762 -1.4085 17.9441
O -7.2708 -17.3253 26.2646
O 10.342 -10.5465 22.9244
O 2.1311 -1.792 26.6445
O 5.061 5.7407 15.408
O 9.3355 -6.7343 26.3329
O 10.6397 -2.2428 30.5937
O -5.7424 -30.3722 25.9674
O 12.1496 -11.2661 29.5514
O 15.8321 0.6409 28.0362
O 13.5131 13.5512 33.0389
O 10.3506 -19.5116 24.7734
O 7.9441 10.712 21.819
O -1.3754 -7.8538 21.8147
O 11.5353 0.7694 18.1843
O -5.9188 12.4916 20.1725
O -2.4152 4.4674 19.9639
O -2.8506 -2.1364 26.2996
O 11.4154 4.936 21.6601
O 1.2811 2.2202 29.7988
O 32.4906 -1.7488 18.1179
O 1.8346 6.3828 26.6607
O -12.2458 -0.757 27.8425
O -13.585 -2.792 15.3616
O -17.2244 29.4376 19.9781
O 0.1946 -25.3381 19.9379
O -1.7419 -14.1763 28.5762
O 5.4264 10.9711 30.6417
O 4.0247 -18.0849 22.0283

Results
free energy: -134622.661 eV
free energy less fixed offsets of O -570.45, Si -639.56 eV per atom: -1.141 eV

Forces (eV/angstrom), in the order of the atoms: element, x, y, z
Si 0.0037 0.0003 0.0046
Si 0.0042 -0.0104 0.1055
Si -0.0012 0.0077 0.0716
Si 0.0097 -0.0098 0.0532
Si 0.0137 -0.0144 0.048
Si 0.0111 -0.014 0.035
Si -0.0123 0.0123 0.0584
Si -0.0107 0.0102 0.0388
Si 0.0044 0.0002 0.0059
Si -0.0044 -0.0021 0.0238
Si 0.0009 -0.0013 -0.0021
Si -0.0011 -0.0002 -0.0008
Si -0.0013 0.001 -0.0038
Si 0.0009 -0.0006 -0.004
Si 0.003 0.0006 -0.0012
Si -0.0013 -0.004 -0.0004
Si 0.0009 -0.0023 0.0007
Si -0.0022 0.0008 -0.0003
Si -0.002 0.0017 0.0002
Si 0.0044 -0.0044 -0.0012
Si -0.0018 0.0022 0.0006
Si 0.0009 0.0001 -0.0003
Si 0.0003 -0.0007 0.0001
Si 0.0007 0.0007 -0.0001
Si 0.0008 0.001 -0.0005
Si 0.0005 0.001 -0.0004
Si 0.0022 -0.0006 0.0001
Si -0.0006 -0.0001 -0.0002
Si 0.0009 -0.0017 0.0001
Si 0.0006 0.0022 0.0005
Si 0.0005 -0.0001 0.0005
Si 0.0007 0.0001 -0.0001
Si 0.0008 0 -0.0004
Si 0.0001 -0.0001 -0.0007
Si 0.0005 0.0003 0.0004
Si 0.0005 -0.0004 -0.0001
Si 0.0007 0.0001 -0.0001
Si -0.0002 0.0008 0.0002
Si 0.0014 0.0001 0.0003
Si -0.0005 -0.0014 0.0003
Si 0.0007 -0.0001 -0.0004
Si 0.0002 0 0
Si 0.001 -0.0006 0.0001
Si 0.0013 0.0007 -0.0005
Si 0.0004 -0.0002 -0.0002
Si 0.0004 -0.0001 -0.0001
Si 0.0011 -0.0001 -0.0012
Si 0 0 -0.001
Si 0.0011 -0.0005 -0.0002
Si 0.0011 0.0002 0.0003
Si 0.0001 0 -0.0004
Si 0.0006 -0.0001 -0.0001
Si 0.0009 -0.0003 -0.0002
Si 0.0004 -0.0007 0
Si 0.0007 -0.0006 -0.0001
Si 0.001 0.0002 0.0001
Si 0.0005 0.0002 -0.0002
Si 0.0008 0.0002 0.0004
Si 0.0012 -0.0003 -0.0009
Si 0.0004 0.0002 0.0002
Si 0.0004 -0.0002 -0.0008
Si 0.0003 0.0002 -0.0005
Si 0.0006 0.0002 -0.0002
Si 0.0009 -0.0001 0.0002
Si 0.0003 -0.0003 0.0004
Si 0 0.0001 -0.0007
Si 0.0017 -0.0016 -0.0009
Si 0.0013 -0.0006 -0.0007
Si 0.0008 0.0003 -0.0003
Si -0.0002 0.0004 -0.0002
Si 0 0.0009 -0.0006
Si 0.0002 0.0008 -0.0005
Si 0.0006 -0.0026 -0.0003
Si 0.003 -0.0011 -0.0005
Si -0.0008 0.0015 0.001
Si -0.0007 0.0001 0.0016
Si 0.0008 -0.0013 0.0024
Si -0.0022 0.0016 0.0016
Si 0.002 -0.0008 -0.0014
Si -0.0002 0.0008 0.0006
Si -0.0113 -0.0094 0.0195
Si 0.0003 0 -0.002
Si 0.0022 0.001 -0.004
Si 0.0011 0.0003 -0.0029
Si -0.002 0.0043 -0.007
Si 0.0027 0.0015 -0.0041
Si 0.0008 -0.0008 -0.0021
Si -0.0043 -0.0002 -0.003
Si -0.0066 0.0085 0.0598
Si 0.0092 -0.0147 0.0603
Si -0.0073 0.0126 0.0627
Si -0.0056 0.0062 0.0262
Si 0.0045 0.0006 0.0149
Si 0 -0.0017 0.0856
Si -0.0093 0.009 0.0559
Si 0.0115 -0.0105 0.051
Si -0.0022 -0.006 0.1662
Si 0.002 0.005 0.1365
Si -0.0098 0.0012 0.1467
Si 0.0124 0.0243 0.1233
Si -0.02 0.0151 0.1492
Si -0.0023 0.0049 0.1546
Si 0.0088 -0.0079 0.1523
Si -0.0085 0.0261 0.1409
Si 0.008 0.0031 0.1547
Si -0.0072 -0.006 0.165
Si 0.0054 0.0161 0.1319
Si -0.0018 -0.0208 0.1434
Si -0.0132 -0.0037 0.1706
Si -0.0176 -0.0057 0.1467
Si -0.01 -0.0126 0.1566
Si -0.0005 -0.0205 0.1392
Si -0.0245 -0.0082 0.1472
Si 0.0091 0.0194 0.1316
Si 0.0224 -0.0175 0.1403
Si 0.0071 0.0009 0.1545
Si -0.0077 -0.0173 0.148
Si 0.0152 -0.012 0.1493
Si 0.0258 0.0249 0.1389
Si 0.0062 -0.0074 0.1291
Si 0.0034 -0.018 0.1553
Si 0.002 0.0112 0.1499
Si -0.0144 -0.0078 0.1301
Si 0.0091 -0.005 0.1646
Si -0.0058 0.0039 0.148
Si -0.0352 -0.0028 0.1307
Si 0.0071 0.0154 0.1281
Si -0.0058 0.008 0.1577
Si 0.008 0.0016 0.1516
Si -0.0059 -0.0173 0.1439
Si 0.0159 -0.0029 0.1175
Si 0.0032 0.0106 0.1202
O 0.0308 -0.003 -0.0731
O 0.0177 -0.0283 -0.0558
O 0.0156 0.0428 -0.1029
O -0.0002 -0.0051 -0.0266
O -0.0269 -0.0048 -0.1222
O -0.0235 -0.0079 -0.0541
O 0.0162 -0.0307 -0.0828
O -0.0304 0.0218 -0.0695
O -0.0252 -0.0027 -0.0626
O 0.0078 -0.0079 -0.0283
O 0.0109 0.0341 -0.101
O 0.0275 -0.0141 -0.064
O 0.0125 0.0093 -0.0309
O -0.0443 -0.0041 -0.0831
O 0.0332 -0.004 -0.0649
O 0.025 -0.0273 -0.068
O -0.0069 -0.0299 -0.0767
O -0.0402 -0.0034 -0.077
O 0.0212 0.0312 -0.0949
O -0.0299 0.0156 -0.0634
O -0.0263 0 -0.0669
O 0.003 0.0138 -0.0576
O 0.0101 -0.0008 -0.0573
O 0.0285 -0.02 -0.0781
O 0.0116 -0.0174 -0.0526
O 0.0261 0.0213 -0.0997
O -0.0235 -0.0141 -0.0757
O 0.0186 -0.0264 -0.0631
O 0.0216 0.0186 -0.1011
O -0.0189 0.0107 -0.0549
O -0.0096 -0.025 -0.0861
O 0.0014 0.0195 -0.0423
O 0.0019 0.0017 -0.0282
O 0.0162 -0.0025 -0.0545
O 0.0182 0.0154 -0.0396
O -0.0086 -0.0211 -0.078
O -0.0039 0.0079 -0.0527
O -0.0275 0.0189 -0.0735
O -0.0281 0.0193 -0.0653
O 0.0275 -0.0205 -0.0735
O -0.0019 0.0258 -0.0639
O 0.0032 -0.0535 -0.109
O -0.026 0.0313 -0.0754
O 0.0221 0.0142 -0.0689
O 0.005 -0.0031 -0.046
O -0.0059 -0.0338 -0.0688
O -0.0127 0.0241 -0.0544
O -0.0313 0.0158 -0.067
O -0.0173 -0.0021 -0.0558
O 0.0032 -0.0247 -0.1063
O -0.0245 -0.0128 -0.0715
O -0.0235 0.0006 -0.0594
O -0.0072 -0.0206 -0.0462
O -0.0184 -0.0187 -0.0492
O 0.0179 0.0177 -0.0659
O -0.0157 0.0151 -0.0593
O 0.0194 -0.0149 -0.06
O -0.0225 -0.0128 -0.0967
O 0.0428 -0.0162 -0.0664
O 0.0287 0.0308 -0.0889
O 0.034 -0.0218 -0.0751
O -0.0212 -0.0186 -0.1231
O 0.019 0.0374 -0.0772
O -0.0046 0.0055 -0.0227
O 0.0326 0.0069 -0.0987
O 0.0074 -0.0035 -0.0509
O -0.0129 0.0341 -0.0647
O 0.007 -0.0144 -0.0523
O -0.0217 0.0005 -0.1172
O 0.0001 0.0002 -0.0144
O 0.0026 -0.0232 -0.0615
O 0.0183 0.0119 -0.0522
O -0.0224 -0.0001 -0.0568
O 0.0053 -0.0339 -0.0778
O 0.0343 0.0188 -0.0844
O 0.0202 0.0113 -0.0923
O -0.0296 0.0256 -0.0806
O -0.0054 -0.0233 -0.066
O 0.0064 0.0295 -0.0534
O -0.0063 0.0262 -0.0669
O 0.0078 -0.0116 -0.0511
O -0.0024 -0.0276 -0.0594
O -0.0001 -0.0025 -0.0252
O -0.0218 0.0254 -0.0835
O 0.0159 -0.0032 -0.1077
O -0.0006 0.0218 -0.0988
O -0.0017 0.0315 -0.0922
O 0.0059 0.0019 -0.0505

The program warned: the cutoff lies below the one the program advises for these potential files; the forces do not sum to zero within the program's tolerance; empty levels may hold ghost states of the PAW files; the exchange-correlation potential is rough where the density is thin.
